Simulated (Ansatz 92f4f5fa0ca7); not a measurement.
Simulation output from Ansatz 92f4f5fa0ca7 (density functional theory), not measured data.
Periodic cell of 223 atoms, Si132O90P1, from a study of silicon, its oxide and their interface. The atomic structure is a simulated model.
Doubt: the cutoff is far below the 930 eV that the study's wrapper takes by default for these files, so forces and energies are approximate.
This geometry differs little from another in the collection (a relaxation step or a small displacement).

Settings: functional PBE; potential files Ansatz PAW; basis plane waves; wave-function cutoff 580 eV; density cutoff ratio 5; exchange-correlation grid ratio 1; k mesh 1 x 1 x 1, Gamma-centred; self-consistency stop 5e-08 eV per atom in the density residual; occupations fixed; spin none; net charge +1 e, with a uniform compensating background and no finite-size correction.

Cell vectors (angstrom)
a	10.938	0	0
b	0	10.938	0
c	0	0	32.1988

Atoms: element, x, y, z (angstrom)
Si	10.5859	0.224	24.8669
Si	5.7353	10.6813	24.7364
Si	2.4797	2.9169	24.638
Si	8.4253	2.4667	24.8238
Si	0.2743	5.1689	24.7534
Si	5.152	5.7499	24.692
Si	2.9326	8.0107	24.5958
Si	7.9402	8.4387	24.7309
Si	1.3311	1.3837	26.0349
Si	6.8451	1.3099	26.1189
Si	4.0433	4.1056	25.9906
Si	9.6094	4.0602	26.0854
Si	1.3982	6.8288	26.0005
Si	6.769	6.8545	26.0243
Si	4.1041	9.536	25.9982
Si	9.4633	9.5706	26.1513
Si	2.7317	-0.0041	27.344
Si	8.1596	-0.0189	27.5605
Si	0.0132	2.7174	27.4882
Si	5.4423	2.7456	27.3648
Si	2.7295	5.4678	27.4304
Si	8.1875	5.4739	27.3515
Si	-0.0044	8.1842	27.3732
Si	5.4432	8.2008	27.4488
Si	4.085	1.3665	28.7464
Si	9.5822	1.3541	28.8471
Si	1.3706	4.1084	28.816
Si	6.8326	4.1038	28.739
Si	4.1021	6.8182	28.8056
Si	9.558	6.8247	28.7487
Si	1.371	9.5681	28.7345
Si	6.7899	9.5434	28.8637
Si	0.028	-0.0239	30.1649
Si	5.4346	0.0124	30.167
Si	2.7433	2.7289	30.158
Si	8.1974	2.7509	30.1423
Si	-0.0172	5.472	30.1443
Si	5.489	5.4573	30.1536
Si	2.7284	8.2122	30.1291
Si	8.212	8.1778	30.1672
Si	1.3844	1.3557	31.5368
Si	6.8371	1.3784	31.5021
Si	4.1219	4.093	31.5231
Si	9.5701	4.1006	31.5205
Si	1.3586	6.851	31.4865
Si	6.8557	6.8121	31.5435
Si	4.086	9.5668	31.5269
Si	9.5901	9.5519	31.5255
Si	2.7494	-0.0069	0.7196
Si	8.2128	0.0081	0.6625
Si	0.0023	2.7327	0.6934
Si	5.4949	2.7299	0.6977
Si	2.7394	5.4993	0.6491
Si	8.229	5.4501	0.7199
Si	0.0228	8.1897	0.6991
Si	5.4798	8.2064	0.6901
Si	4.1458	1.3586	2.0683
Si	9.5737	1.3496	2.0621
Si	1.382	4.1409	2.0163
Si	6.867	4.0728	2.081
Si	4.1087	6.8342	2.0544
Si	9.598	6.8324	2.0714
Si	1.3954	9.5449	2.0748
Si	6.8505	9.5958	2.0419
Si	0.0103	-0.0358	3.4068
Si	5.5137	0.0069	3.4737
Si	2.7855	2.7956	3.3458
Si	8.2074	2.6877	3.4742
Si	0.0408	5.4758	3.4431
Si	5.4979	5.4667	3.4008
Si	2.7846	8.2116	3.4701
Si	8.2217	8.2319	3.3841
Si	1.3997	1.432	4.6357
Si	6.8725	1.3102	4.9293
Si	4.1566	4.0896	4.7891
Si	9.5925	4.0836	4.7734
Si	1.4282	6.8326	4.8294
Si	6.8257	6.8943	4.7231
Si	4.1824	9.5758	4.8671
Si	9.5774	9.5469	4.8005
Si	2.7476	0.1121	6.0459
Si	8.2397	-0.085	6.2958
Si	0.0335	2.6794	6.0803
Si	5.5051	2.741	6.2748
Si	2.8482	5.4874	6.1769
Si	8.1661	5.4793	6.0226
Si	0.0319	8.1885	6.1663
Si	5.5551	8.2118	6.2631
P	3.8668	1.5795	7.5295
Si	9.8566	1.1326	7.4852
Si	1.6681	3.8143	7.2953
Si	6.6651	4.4348	7.5066
Si	4.4141	6.6343	7.5766
Si	9.387	6.9174	7.3969
Si	1.1588	9.9193	7.3301
Si	7.2056	9.1941	7.6905
O	8.3496	8.0483	7.9694
O	2.7974	2.6931	7.912
O	9.5225	1.3517	24.2737
O	4.0495	6.8663	24.1321
O	0.0619	0.0342	7.9959
O	5.5279	5.503	8.0624
O	6.85	9.5727	24.2016
O	1.3704	4.0625	24.1719
O	3.8479	7.3591	8.9655
O	1.0018	4.3648	8.6739
O	9.8651	6.0415	8.7148
O	2.1766	9.3926	8.4978
O	7.545	3.9452	8.8042
O	4.2627	0.9392	8.9423
O	6.7467	9.5568	9.2224
O	9.2201	1.857	8.8203
O	7.7084	3.1534	23.5213
O	10.4918	5.843	23.4493
O	5.0827	0.4317	23.4007
O	5.8583	5.0869	23.3671
O	3.1029	2.206	23.278
O	2.2961	8.724	23.2316
O	8.6222	7.7563	23.3976
O	0.2287	10.3258	23.6005
Si	4.3857	1.5693	22.4653
Si	3.4722	7.9276	14.0383
Si	7.101	0.9449	14.6828
Si	0.9414	9.3544	22.5241
Si	1.1636	4.3061	11.8928
Si	6.2493	8.9564	15.3255
Si	0.6536	1.3705	12.3086
Si	8.6183	4.9548	20.5133
Si	0.3725	5.6914	9.3643
Si	5.0804	3.1215	17.9312
Si	0.8669	3.7438	16.7518
Si	10.3868	2.8463	19.2344
Si	5.2811	1.2157	10.2989
Si	0.8719	0.1754	19.8511
Si	6.6351	9.4674	10.8619
Si	9.3218	9.6769	18.3328
Si	9.3702	9.2579	12.5826
Si	6.5682	3.8444	22.5876
Si	2.4398	8.0734	9.4037
Si	10.5712	7.3674	17.0773
Si	2.4942	6.2908	16.5822
Si	10.1586	4.4905	14.1941
Si	6.1208	9.183	18.52
Si	7.968	2.5757	9.5762
Si	8.8529	2.1351	12.467
Si	5.322	6.2448	18.0666
Si	3.9069	0.5581	19.4631
Si	4.2607	3.8508	12.0286
Si	5.5228	6.6116	12.1359
Si	7.9968	2.506	17.2253
Si	4.3466	2.469	14.9568
Si	1.5173	1.2145	15.263
Si	1.5474	9.4206	12.0638
Si	8.0337	6.8529	13.8639
Si	10.3644	9.8389	15.4973
Si	9.8068	7.013	22.5519
Si	8.0951	5.4844	17.4115
O	6.0152	7.9813	11.2859
O	6.001	9.1998	16.8998
O	7.657	1.3543	13.2074
O	0.8555	1.7505	13.8761
O	9.4132	6.2526	16.8734
O	6.7495	6.2065	13.1148
O	5.1096	4.6572	18.5988
O	9.211	2.159	18.2803
O	2.3511	0.0949	19.0813
O	9.3957	10.2364	16.7721
O	2.7701	4.4417	11.7038
O	5.0494	10.3229	19.1039
O	9.4046	3.2518	13.4783
O	0.4424	1.7639	19.9594
O	3.1266	1.3681	15.0396
O	8.1582	5.3777	19.0241
O	3.878	6.6009	17.3864
O	4.5618	3.2827	16.3669
O	9.0504	5.6716	14.3017
O	5.4505	2.756	22.1416
O	10.6548	4.1348	15.6845
O	0.3223	3.869	18.2836
O	10.4112	10.5099	19.2259
O	9.6281	10.0362	14.0335
O	10.9089	8.1181	22.0947
O	1.1807	2.1606	16.5369
O	9.7215	3.7503	20.4231
O	8.118	4.0324	16.6811
O	-0.0636	9.112	11.9079
O	6.5637	2.4165	18.0013
O	5.5521	10.7462	11.1203
O	7.7317	9.5913	18.8456
O	10.0062	1.0285	12.053
O	1.2754	7.0022	9.0713
O	0.609	4.7666	13.3558
O	5.6877	7.6208	18.9841
O	5.2179	5.0971	11.4994
O	2.6975	6.977	15.1141
O	0.8993	2.7428	11.4702
O	0.8466	10.6839	15.5481
O	2.39	8.6022	10.9259
O	4.6559	2.4554	11.1757
O	4.2646	3.4753	13.6394
O	2.1813	4.6823	16.4853
O	10.6827	8.2503	15.6957
O	6.9219	10.2766	14.6716
O	2.3231	8.9542	13.4353
O	8.0171	1.5217	15.9131
O	4.1069	6.9992	12.8509
O	4.1547	2.0075	18.7073
O	7.2825	4.4243	21.2636
O	8.345	2.8953	11.1145
O	1.1623	6.8669	17.3563
O	5.6279	1.5435	14.7633
O	8.1033	9.7784	11.5973
O	9.2006	6.2886	21.2372
O	8.9303	7.7276	12.8479
O	1.6333	0.126	11.8874
O	6.6304	6.1489	17.066
O	7.3736	7.7891	15.0387
O	1.204	10.3016	21.2333
O	10.011	8.1971	18.3552
O	3.9425	0.8582	21.0761
O	0.323	5.3312	10.9311
O	6.6627	1.6031	9.5351
O	4.7633	8.7042	14.678

Results
free energy: -135859.448 eV
free energy less fixed offsets of O -568.88, P -755.39, Si -635.61 eV per atom: -4.338 eV

Forces (eV/angstrom), in the order of the atoms: element, x, y, z
Si	0.0018	-0.0009	-0.0035
Si	-0.0014	0.0011	-0.0038
Si	0.0009	-0.0017	-0.0047
Si	-0.0007	0.0013	-0.0032
Si	-0.0022	0.0011	-0.004
Si	0.0023	-0.0022	-0.0045
Si	-0.001	0.0016	-0.0045
Si	0.0011	-0.002	-0.004
Si	-0.0001	-0.0004	0.0015
Si	0.0014	-0.0003	0.0012
Si	0.0017	-0.0002	0.0004
Si	0.0005	-0.0002	0.0011
Si	0	0.0008	0
Si	0.0005	-0.0006	0.0009
Si	-0.0005	0.0001	0.0007
Si	0	0.0003	0.0018
Si	0.0003	0.0008	-0.0001
Si	-0.0002	0.0001	-0.002
Si	0	-0.0001	-0.0025
Si	-0.0008	-0.0003	0.0002
Si	-0.001	-0.0003	-0.0005
Si	0.0003	0.0004	-0.0002
Si	-0.0002	-0.0001	0.0003
Si	0.0014	0.0007	-0.0017
Si	0.0011	-0.0001	0.0007
Si	-0.0003	-0.0001	-0.0001
Si	0.0004	0	0.0015
Si	0.0011	-0.0002	-0.0001
Si	-0.0004	-0.0003	0.0017
Si	-0.0001	0.0008	0.0002
Si	0.0001	-0.0001	-0.0002
Si	0.0013	-0.0004	0.0002
Si	0.0007	-0.0012	0.0004
Si	-0.002	0.0021	-0.0001
Si	0.0007	-0.0012	-0.0002
Si	-0.0007	0.0013	0.0003
Si	-0.0007	0.0009	-0.0003
Si	0.0015	-0.0002	0.0003
Si	-0.0007	0.0008	0.0002
Si	0.0012	-0.0012	-0.0004
Si	0.0001	0.0018	0.0004
Si	0.001	-0.0018	0
Si	-0.001	0.0005	0.0001
Si	0.0007	-0.0006	0.0004
Si	0.0008	-0.0006	-0.0004
Si	-0.0001	0.001	0.0003
Si	0.0023	-0.0006	0.0008
Si	-0.0007	0.0003	-0.0001
Si	-0.0002	-0.0013	-0.0002
Si	0.0004	0.0014	0.0003
Si	-0.0007	-0.0008	-0.0001
Si	0.0017	0.0005	-0.0005
Si	-0.0002	0.0003	-0.0005
Si	-0.0002	0.0007	-0.0008
Si	-0.0004	0.0003	-0.0005
Si	-0.0019	-0.0013	0.0002
Si	-0.0021	0.001	-0.0007
Si	0.0012	-0.0019	0.0009
Si	0.0013	-0.0016	-0.0025
Si	0.0008	-0.0006	0.0004
Si	0.0061	0.0002	0.0007
Si	-0.0004	-0.0009	-0.0001
Si	0.0019	0	0.0004
Si	-0.0013	0.0012	-0.0012
Si	0.0026	0.0097	-0.001
Si	0.0022	-0.0039	-0.0037
Si	0	-0.0004	-0.0002
Si	0.0017	-0.0011	0.0006
Si	-0.0018	0.0016	0.0022
Si	-0.0087	0.0002	-0.0006
Si	0.0001	0.0008	0.0003
Si	-0.0001	-0.001	0.0011
Si	-0.0014	-0.0083	-0.0022
Si	0.0012	0.0071	-0.0007
Si	0.0092	0.0026	-0.0014
Si	-0.0012	0.0023	-0.0025
Si	-0.0015	0.002	-0.0012
Si	0.0027	0.0016	0.0043
Si	-0.0029	-0.0008	-0.0012
Si	-0.0034	0.0004	0.0076
Si	-0.0023	0.0086	0.0024
Si	0.006	-0.0109	0.0006
Si	-0.0044	-0.0041	0.0021
Si	-0.0123	-0.0014	0.0022
Si	0.0028	0.0027	0.0041
Si	-0.0004	0.004	-0.0002
Si	-0.0043	-0.0024	-0.0015
Si	0.0058	-0.0042	0.0021
P	0.0118	0.0034	-0.0466
Si	0.002	0.005	0.0002
Si	0.0017	0.0027	0.014
Si	-0.0004	0.0051	0.0059
Si	-0.0033	-0.0056	-0.003
Si	-0.0021	0.0027	-0.0026
Si	-0.0004	-0.0032	0.0039
Si	0.0004	0.0019	-0.0048
O	0.0005	-0.0016	0.0014
O	0.0026	-0.0074	0.0031
O	-0.0003	-0.0001	0.0011
O	-0.0005	0.0003	0.0027
O	0.0014	0.001	-0.0018
O	0.0018	0	0.0003
O	0.0003	0.0006	0.0014
O	0.0004	0.0006	0.002
O	0.0015	-0.0007	-0.0017
O	0.0073	-0.007	-0.0144
O	-0.0025	-0.0024	-0.0011
O	-0.0017	0.0036	-0.0046
O	-0.0025	0.0005	-0.0053
O	-0.0058	-0.0001	0.0282
O	0.0002	-0.0006	-0.0006
O	0.0017	-0.0023	-0.0024
O	0.0019	-0.0016	0.0031
O	0.0021	-0.0021	0.0034
O	0.0019	-0.0022	0.0037
O	-0.0014	0.0019	0.003
O	-0.0015	0.0014	0.0034
O	0.0024	-0.0019	0.0035
O	-0.0015	0.0015	0.0034
O	-0.0013	0.0017	0.0037
Si	0.0003	0.0003	-0.0038
Si	-0.0003	-0.0001	0.003
Si	-0.0006	-0.0001	0.0024
Si	-0.0003	0.0003	-0.0035
Si	-0.0024	0.0009	0.0032
Si	0.0001	-0.0001	0.0015
Si	-0.0001	-0.0014	0.0025
Si	0	-0.0007	-0.0023
Si	-0.0035	0.0041	0.0127
Si	-0.0001	0.0001	-0.0003
Si	0.0003	0.0002	0.0006
Si	0.0001	-0.0002	-0.0017
Si	0.0001	-0.0025	0.004
Si	-0.0008	0.0005	-0.002
Si	0.0025	-0.0016	0.003
Si	-0.0005	-0.0002	-0.0009
Si	0.0003	-0.0009	0.0024
Si	0.0002	0.0001	-0.0028
Si	-0.0008	0.0007	0.0075
Si	-0.0002	0.0001	0
Si	-0.0002	-0.0004	0.0009
Si	-0.0005	0.0004	0.0023
Si	0.0003	-0.0004	-0.0002
Si	0.0039	0.0013	0.0065
Si	-0.0002	-0.001	0.0032
Si	-0.0003	0.0002	-0.0005
Si	0.0002	-0.0002	-0.0025
Si	-0.001	0.0016	0.0049
Si	0.0005	-0.0001	0.0032
Si	0.0001	0	0
Si	0.0003	-0.0006	0.0021
Si	-0.0002	-0.0006	0.002
Si	-0.0016	-0.0005	0.0032
Si	0.0002	0.0004	0.0021
Si	-0.0002	-0.0003	0.0015
Si	0.0004	0.0005	-0.0032
Si	-0.0004	0.0002	-0.0007
O	-0.0002	0.0008	-0.001
O	-0.0001	-0.0001	-0.0007
O	0.0001	0.0003	-0.0012
O	-0.0005	0.0004	-0.0015
O	-0.0003	-0.0003	0
O	-0.0014	0	-0.0018
O	-0.0001	-0.0003	0.0004
O	-0.0003	0	0.0004
O	0	-0.0001	0.001
O	0	0.0002	-0.0004
O	0.0011	-0.0008	-0.0015
O	-0.0006	0.0003	0.0006
O	-0.0002	-0.0006	-0.0007
O	0.0001	-0.0002	0.0005
O	0.0005	0.0005	-0.001
O	0.0002	0	0.0009
O	-0.0006	0	-0.0002
O	-0.0002	-0.0003	-0.0009
O	-0.0003	-0.0001	-0.0006
O	0	-0.0001	0.0005
O	-0.0005	0	-0.0009
O	-0.0002	0	0.0003
O	0.0004	0	0.0009
O	-0.0003	0.0002	-0.0014
O	0.0001	-0.0003	0.0008
O	-0.0001	-0.0003	-0.0005
O	-0.0004	0.0004	0.001
O	-0.0001	-0.0001	0.0001
O	0.0005	0.0001	-0.0011
O	-0.0003	-0.0001	0.0003
O	-0.0018	0.0021	-0.0022
O	-0.0003	-0.0001	0.0003
O	-0.0002	0	-0.0008
O	0.0013	0.0029	-0.002
O	0.0005	-0.0002	-0.0015
O	0	0	0.0003
O	-0.0004	-0.0007	-0.0013
O	0.0002	0.0004	-0.0014
O	0.0002	0.0005	-0.0023
O	0	0.0003	-0.0008
O	0.0011	-0.0012	-0.0053
O	0.0002	-0.0002	-0.0031
O	0.0002	-0.0002	-0.0026
O	-0.0003	-0.0001	-0.0003
O	-0.0002	0	-0.0005
O	-0.0001	0.0008	-0.0009
O	-0.0004	0.0002	-0.0014
O	-0.0005	-0.0003	-0.0011
O	0.0002	-0.0003	-0.0015
O	-0.0003	-0.0003	0.0007
O	-0.0005	-0.0002	0.0016
O	-0.0014	-0.0001	-0.0046
O	-0.0001	-0.0001	-0.0001
O	-0.0006	-0.0002	-0.0006
O	-0.0014	0.0002	-0.0009
O	0.0006	0.0006	0.0019
O	-0.0002	0.0004	-0.001
O	0.0003	-0.0001	-0.0011
O	0.0001	-0.0002	0
O	-0.0001	-0.0002	-0.001
O	0.0002	-0.001	0.0023
O	-0.0001	-0.0002	0.0003
O	0.0005	0.0006	0.0025
O	0.0004	0.0006	-0.0041
O	-0.0032	-0.0009	-0.0014
O	-0.0007	-0.0003	-0.001

The program warned: the cutoff lies below the one the program advises for these potential files; the exchange-correlation potential is rough where the density is thin.
